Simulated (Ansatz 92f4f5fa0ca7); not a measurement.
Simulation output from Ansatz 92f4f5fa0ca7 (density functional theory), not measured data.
Periodic cell of 252 atoms, Si144O100N8, from a study of silicon, its oxide and their interface. The atomic structure is a simulated model.

Settings
functional: r2SCAN
potential files: Ansatz PAW
basis: plane waves
wave-function cutoff: 800 eV
density cutoff ratio: 5
exchange-correlation grid ratio: 1
k mesh: 1 x 1 x 1, shifted by 0.5 0.5 0 of a step
self-consistency stop: 1e-10 eV per atom in the density residual
occupations: fixed
spin: none
net charge: 0

Cell vectors (angstrom)
a	10.888	0	0
b	0	10.888	0
c	0	0	35.9678

Atoms: element, x, y, z (angstrom)
Si	1.4948	1.4316	1.3942
Si	3.1614	2.3261	-0.0641
Si	-0.1411	5.8033	-0.1423
Si	3.0693	8.0644	0.1356
Si	5.3315	-0.0292	0.0464
Si	8.4444	2.4047	-0.0674
Si	5.2132	5.7501	0.1212
Si	8.5996	8.0501	0.2572
Si	-0.1322	0.2811	0.2058
Si	4.131	4.0321	1.2825
Si	1.4158	6.8457	1.2983
Si	4.1683	9.5223	1.5526
Si	6.9024	1.2515	1.2843
Si	9.6061	4.108	1.1447
Si	6.8817	6.8565	1.3696
Si	9.7047	9.5724	1.5738
Si	0.072	2.8214	2.6537
Si	2.7484	0.0134	2.7972
Si	0.1514	8.1578	2.811
Si	2.7299	5.3916	2.6499
Si	5.5346	2.6828	2.6351
Si	8.2001	-0.0152	2.7879
Si	5.5598	8.1569	2.8226
Si	8.237	5.4101	2.6373
Si	1.3814	4.1179	4.0983
Si	4.1455	1.3947	4.0732
Si	1.431	9.5353	4.1717
Si	4.1162	6.748	4.0423
Si	6.8598	4.0643	4.0212
Si	9.5937	1.4085	4.0352
Si	6.8628	9.5368	4.1795
Si	9.5646	6.7944	4.0527
Si	0.0145	0.0225	5.4561
Si	2.7565	2.7352	5.442
Si	0.0073	5.4651	5.4479
Si	2.7757	8.1178	5.4379
Si	5.4574	0.0185	5.4637
Si	8.2054	2.7285	5.4043
Si	5.4718	5.4022	5.418
Si	8.2179	8.1427	5.4819
Si	1.385	1.3712	6.8148
Si	4.096	4.0906	6.8316
Si	1.366	6.8162	6.8078
Si	4.084	9.5084	6.7767
Si	6.833	1.3881	6.781
Si	9.5114	4.1098	6.7787
Si	6.8028	6.7828	6.8079
Si	9.5516	9.5363	6.8427
Si	-0.0033	2.7787	8.1202
Si	2.7061	-0.0715	8.1552
Si	0.0177	8.1533	8.2043
Si	2.6992	5.4627	8.183
Si	5.4646	2.7069	8.1709
Si	8.1482	0.0253	8.1633
Si	5.4033	8.1548	8.1423
Si	8.1394	5.4141	8.1888
Si	1.3129	4.1172	9.5362
Si	4.1064	1.2718	9.4629
Si	1.3663	9.4894	9.5994
Si	4.0163	6.8561	9.5512
Si	6.7622	4.078	9.5881
Si	9.5146	1.4449	9.4666
Si	6.7274	9.5407	9.4741
Si	9.5146	6.7734	9.5366
Si	-0.0604	0.0537	10.7872
Si	2.6842	2.6185	10.7054
Si	-0.0504	5.4413	10.9946
Si	2.709	8.1543	11.0668
Si	5.4092	-0.0407	10.9462
Si	8.172	2.7254	10.9342
Si	5.3166	5.4529	10.8853
Si	8.0617	8.1553	10.7682
Si	1.3305	1.3576	12.1539
Si	4.0164	3.8896	12.1047
Si	1.1851	6.8868	12.4061
Si	4.0549	9.5717	12.4453
Si	6.8259	1.3157	12.2648
Si	9.4662	4.0876	12.3874
Si	6.7074	6.8417	12.1662
Si	10.709	8.5221	13.2949
Si	0.0668	2.6787	13.6374
Si	2.6527	0.1564	13.7145
Si	-1.6053	9.6887	12.0024
Si	1.3538	6.0954	14.6865
Si	5.4838	2.7434	13.4658
Si	8.1125	-0.0417	13.6674
Si	5.4593	8.1159	13.7067
Si	8.0399	5.5847	13.5915
Si	1.9511	3.8831	14.5232
Si	3.9793	1.7528	14.9521
Si	0.8095	10.0453	14.8137
Si	4.3629	6.7475	15.2831
Si	6.3779	4.4208	14.8283
Si	9.9389	0.8933	14.8274
Si	7.0367	9.236	15.1522
Si	9.3894	7.2066	14.6402
Si	-15.0414	-7.7784	17.5123
Si	12.4962	6.9368	27.647
Si	-2.8823	35.7109	22.4486
Si	37.2279	-10.5744	29.3945
Si	-5.6592	13.6708	21.5552
Si	5.3445	-1.2566	22.8155
Si	12.1081	5.0641	21.3249
Si	-14.5912	0.7183	24.38
Si	-12.0631	10.0032	23.6623
Si	8.6548	10.2013	31.8224
Si	-1.5715	27.3898	21.9826
Si	-5.6986	11.18	26.5387
Si	9.2084	22.6881	17.0468
Si	21.0559	34.4955	32.1355
Si	-0.4763	17.122	17.1767
Si	8.9374	8.6364	17.2794
Si	-4.6294	5.8965	33.3483
Si	-5.8733	-2.0929	17.411
Si	-9.829	0.9717	18.707
Si	-9.8455	1.0796	24.0268
Si	5.7838	21.902	20.2405
Si	-30.8554	-11.8064	33.9586
Si	-19.0298	3.4774	23.3365
Si	-3.0211	3.339	32.9661
Si	-3.9757	-12.7772	34.018
Si	-8.6879	3.8261	30.9636
Si	-6.7763	13.0252	18.8026
Si	2.0545	20.0575	17.6197
Si	25.4444	6.2454	31.6661
Si	14.0947	-19.6548	27.6127
Si	-2.1582	4.5739	19.0392
Si	1.0359	-5.1042	32.8537
Si	-3.7604	23.1923	30.5745
Si	4.0139	4.1767	16.6526
Si	3.1834	-11.99	24.7555
Si	5.9978	0.5115	17.2011
Si	2.3456	4.4763	26.3627
Si	-0.5876	2.5822	20.4716
Si	-29.8983	-2.2898	29.8402
Si	9.4942	13.2348	29.1456
Si	0.5476	-17.4032	28.5306
Si	-19.6565	6.0518	18.486
Si	2.2613	23.6146	33.0823
Si	-3.0719	8.1278	22.3014
Si	-21.2323	-1.9503	25.897
Si	-14.8302	8.6703	19.495
Si	-10.6029	8.4498	31.6246
Si	0.3223	11.8971	26.8756
O	-5.1306	-0.9661	34.7121
O	-12.8165	-12.4913	22.4153
O	7.248	-6.9003	18.7685
O	4.283	1.1644	35.5893
O	12.3402	21.1694	18.6404
O	9.5719	6.913	35.5525
O	-24.6426	10.9431	30.55
O	11.7399	-17.6902	26.9452
O	-6.7608	-3.9878	35.6663
O	-11.5395	12.7173	30.5123
O	1.2158	8.6963	30.325
O	11.5446	-0.3917	34.9407
O	6.5901	11.6413	25.8835
O	-22.3889	7.7914	17.6368
O	-11.3908	-1.9739	24.6627
O	3.314	3.7167	27.4142
N	-4.6442	9.7721	16.663
N	3.0334	3.0883	15.6567
O	-7.6366	16.0823	17.6866
O	5.4218	19.3786	18.9491
O	24.6312	37.0152	13.1944
O	-4.4314	8.477	23.1025
O	-36.394	-0.6226	19.7809
N	10.6814	6.3409	15.4878
O	-3.4567	-5.987	32.8133
O	2.7177	6.856	15.2764
O	23.7858	5.7327	20.0675
O	-1.1992	30.8168	31.3936
O	-8.8277	-2.1004	25.3236
O	-3.5865	-13.9219	20.8045
O	4.4035	20.8672	25.7984
O	-13.8814	8.0946	18.3604
O	0.1458	17.7895	32.0838
O	7.1031	24.1085	31.9336
O	12.4876	2.3328	23.1768
O	-4.2932	-7.2381	21.8251
N	8.3917	8.2219	15.6913
N	5.1063	0.7007	18.7524
O	3.5908	7.6076	30.8159
O	0.8995	-4.9413	28.7455
O	20.0183	10.222	17.4564
O	-8.1785	3.9733	24.8797
O	10.904	38.6543	21.922
O	-12.1004	14.1491	19.1272
O	7.1692	-7.0612	16.127
O	3.5959	-12.2127	17.3015
O	-11.0461	-9.5634	17.6419
N	4.9097	16.0153	15.4805
O	-6.69	23.3326	26.4761
O	2.3452	15.6405	22.4305
O	2.4701	27.8457	26.5691
O	-13.6059	-12.7234	35.0186
O	11.2729	18.5722	26.8938
O	11.3568	3.6816	20.985
O	11.21	12.1763	20.1218
O	-23.2544	22.2613	32.6505
O	-33.5374	12.3697	27.8671
O	-5.8269	20.8155	21.236
O	-13.9017	24.0496	29.3881
O	11.6509	5.4787	17.8361
O	3.5702	20.8948	29.862
N	-3.415	1.495	17.3706
O	-3.1909	-8.0341	34.5126
O	5.7212	5.1352	34.6706
O	-8.042	-8.3472	31.739
O	1.2112	9.3204	16.2402
O	0.6802	12.6687	32.8755
O	1.0514	-6.4477	31.9526
O	3.3219	15.8536	30.7369
O	-5.9258	22.7977	16.0315
O	4.267	13.8234	20.2323
O	-2.3426	10.7564	24.476
N	-5.9156	-7.7468	17.6376
O	-6.6767	13.8278	22.8269
O	-5.2668	0.8634	30.4723
O	-12.1429	1.3157	35.5698
O	-7.1754	23.4191	29.0567
O	6.6143	7.4203	33.7798
O	2.5879	17.188	32.8911
O	1.0394	20.1219	32.7877
O	-11.8489	14.7857	28.8701
O	1.5109	-7.3778	29.5399
O	2.4936	1.8261	18.5523
O	-4.9176	1.3738	21.2352
O	-10.6589	12.4608	25.3502
O	-32.3379	10.2822	26.7692
O	-1.939	-6.588	22.8552
O	18.4723	-8.7399	23.7251
O	-8.7274	7.6616	18.2415
O	9.1089	-5.4433	17.7224
O	4.902	-14.3835	16.6707
O	-8.2477	18.8596	28.352
O	-8.172	-1.9915	34.7461
O	0.4934	-5.4168	34.3493
O	23.5168	1.4814	27.4587
O	19.9104	2.2318	21.4308
O	14.7943	-1.6597	23.4221
O	-26.6715	0.0556	23.5074
O	-1.4551	14.0803	32.6147
O	5.3999	-0.1525	28.0816
O	8.5175	-4.1198	22.758
O	-3.5047	-12.1476	32.6272
O	-10.8926	11.0381	23.1869
O	-8.2753	-8.1644	34.4073
O	5.1553	6.0319	32.202
O	-12.9486	-27.2719	20.4298
O	2.71	0.2945	33.3466
O	-8.5044	0.271	24.4428

Results
free energy: -152235.079 eV
free energy less fixed offsets of N -386.36, O -570.45, Si -639.56 eV per atom: -2.559 eV

Forces (eV/angstrom), in the order of the atoms: element, x, y, z
Si	-0.0235	-0.0207	0.0094
Si	0.0225	-0.0181	0.1679
Si	-0.032	-0.0115	0.1749
Si	-0.0101	-0.0593	0.1703
Si	-0.0144	0.0628	0.147
Si	0.0319	-0.0167	0.1511
Si	-0.0209	0.0259	0.1416
Si	-0.014	-0.0486	0.1063
Si	0.0077	0.0291	0.1435
Si	0.022	0.0316	-0.0115
Si	-0.0115	0.0013	0.0154
Si	-0.0069	0.0014	0.0259
Si	0.0051	-0.0049	0.0089
Si	-0.0162	0.0063	0.0236
Si	0.0183	0.0045	0.0203
Si	-0.03	-0.0138	0.0233
Si	0.0086	-0.0416	0.0422
Si	-0.002	-0.0098	0.0519
Si	-0.0193	0.0312	0.0449
Si	0.048	0.0212	0.0378
Si	-0.0053	0.0059	0.0472
Si	0.028	-0.007	0.0489
Si	-0.0291	0.0107	0.0463
Si	-0.0073	-0.0007	0.0118
Si	-0.0289	0.0151	-0.0129
Si	-0.0064	-0.0042	-0.0307
Si	0.0186	-0.0108	0.0166
Si	0.0019	0.0131	-0.0203
Si	-0.002	-0.018	-0.0219
Si	0.0112	-0.0147	-0.0161
Si	-0.0061	-0.0003	0.0101
Si	-0.0019	0.0248	-0.0184
Si	-0.0006	-0.0181	0.0121
Si	-0.0014	-0.0161	0.0208
Si	0.0069	0.019	-0.0074
Si	-0.0143	0.0285	0.0053
Si	-0.0069	-0.009	0.0048
Si	0.0014	0.0121	-0.0046
Si	0.0284	-0.0034	0.0123
Si	0.0037	-0.0131	0.0163
Si	-0.0187	0.0071	0.0132
Si	-0.0034	0.0001	0.011
Si	-0.0064	-0.0066	0.0028
Si	0.0113	-0.0278	0.0098
Si	0.0072	-0.0094	0.0149
Si	0.002	-0.016	0.0081
Si	-0.0026	-0.0009	0.011
Si	0.0068	0.0303	0.0152
Si	-0.0295	-0.0283	-0.0055
Si	0.06	0.0317	-0.0129
Si	-0.0142	-0.0165	-0.0037
Si	-0.0196	0.0293	-0.0091
Si	-0.0074	-0.0318	0.0042
Si	-0.0005	-0.0268	-0.0104
Si	-0.0021	0.0303	-0.0082
Si	0.0037	0.039	-0.001
Si	0.036	-0.0099	0.0247
Si	-0.0507	-0.0251	-0.0047
Si	-0.0861	-0.0231	-0.0039
Si	0.0397	-0.0144	0.0081
Si	0.009	-0.0301	-0.0104
Si	0.0095	-0.0158	-0.0486
Si	0.07	0.0362	0.0092
Si	-0.0106	-0.0208	-0.004
Si	0.0176	0.0224	0.0045
Si	0.0511	0.0447	-0.003
Si	-0.0694	0.056	-0.058
Si	-0.0121	0.01	0.053
Si	0.0396	0.0229	-0.0125
Si	0.0057	-0.0239	0.0515
Si	-0.0181	-0.0118	0.0469
Si	0.0188	-0.0331	-0.0389
Si	-0.0281	0.0143	-0.0632
Si	-0.0543	-0.0239	0.0753
Si	-0.0124	-0.0548	-0.0045
Si	0.0047	-0.0524	-0.0586
Si	-0.0178	0.049	-0.0759
Si	0.0426	-0.0373	-0.0864
Si	-0.0001	-0.003	-0.1015
Si	0.0496	-0.1427	0.0306
Si	0.0416	-0.0106	0.101
Si	-0.0279	0.0693	0.1251
Si	-0.0053	-0.0397	0.0155
Si	-0.0829	-0.0261	0.1224
Si	0.0497	-0.1003	-0.1068
Si	-0.0717	0.0421	0.0875
Si	0.0966	0.0673	-0.0603
Si	-0.0949	0.0506	0.0414
Si	-0.0977	0.0038	-0.2987
Si	0.0338	-0.1583	-0.197
Si	0.0514	0.1212	-0.0894
Si	-0.0633	-0.063	-0.0724
Si	0.0981	0.0332	-0.2222
Si	0.0564	0.0483	-0.0716
Si	-0.0128	-0.0146	-0.1594
Si	-0.044	-0.0544	-0.1245
Si	0.0269	-0.0499	-0.2371
Si	0.016	0.0279	0.1532
Si	0.0567	0.0361	-0.1427
Si	0.032	-0.0084	0.1856
Si	-0.048	-0.0159	-0.2585
Si	0.0392	-0.0045	-0.1083
Si	-0.0097	0.0273	-0.2009
Si	0.0134	0.0267	-0.0176
Si	-0.0277	-0.0015	-0.058
Si	0.0333	0.012	0.0916
Si	0.025	-0.0296	-0.1732
Si	-0.0041	0.0182	0.1226
Si	0.0409	-0.0876	-0.234
Si	-0.0109	-0.032	0.178
Si	0.1181	-0.0001	-0.2361
Si	-0.0564	0.0576	-0.2266
Si	0.0075	-0.0287	0.1407
Si	-0.0189	0.0103	-0.2713
Si	-0.0194	-0.056	-0.2336
Si	-0.0376	0.0274	-0.009
Si	-0.0043	0.0452	-0.3213
Si	-0.0007	-0.0163	0.1663
Si	0.0081	0.0402	-0.1225
Si	0.0217	0.0082	0.1512
Si	0.0262	-0.0017	0.1575
Si	0.0277	0.046	0.2238
Si	0.0789	-0.009	-0.2756
Si	0.0689	-0.0115	-0.2045
Si	-0.0203	-0.0246	0.154
Si	0.0012	-0.0238	0.1368
Si	-0.018	0.0053	-0.2195
Si	0.0005	0.0296	0.1915
Si	0.0625	-0.0121	0.1412
Si	-0.0274	0.021	-0.2674
Si	0.0206	0.0088	-0.0029
Si	0.1653	0.0969	-0.1573
Si	-0.0207	0.0015	0.074
Si	-0.0074	0.0255	-0.2225
Si	-0.0278	-0.0387	0.2127
Si	-0.0844	-0.0353	0.2246
Si	-0.0208	-0.0449	0.1619
Si	-0.0002	-0.0118	-0.2562
Si	0.0029	-0.0303	0.1669
Si	0.0124	-0.0382	-0.146
Si	-0.0211	0.0046	0.0599
Si	-0.0069	-0.0506	-0.3523
Si	-0.0024	0.0307	0.1773
Si	-0.0444	0.0232	0.1024
O	0.0007	-0.0487	-0.1048
O	0.0369	0.0408	0.0354
O	0.0203	0.0604	0.1463
O	0.0171	-0.0244	-0.0937
O	-0.0402	0.04	0.0916
O	-0.0013	0.0057	-0.0637
O	-0.0336	0.032	-0.056
O	0.0167	-0.0108	-0.0981
O	0.0031	0.001	-0.0783
O	0.0226	0.0033	-0.1248
O	0.0249	0.0092	-0.1133
O	0.017	-0.0423	-0.101
O	0.0256	0.0035	-0.0309
O	-0.0006	0.0368	0.1231
O	-0.0094	-0.0145	0.0118
O	-0.008	0.0457	-0.0377
N	0.0063	0.0581	0.1635
N	-0.0531	0.0646	0.192
O	-0.0305	0.0545	0.1212
O	0.03	-0.0318	0.1805
O	-0.0039	0.0397	-0.1402
O	-0.0525	0.011	0.0682
O	0.0035	0.0585	0.0935
N	-0.0211	0.0321	0.0549
O	0.0024	0.0029	-0.0541
O	-0.0331	0.0751	0.1232
O	-0.0034	-0.0316	0.1835
O	0.0058	-0.0333	-0.0561
O	0.0377	-0.021	-0.0246
O	0.0351	-0.0321	0.1516
O	-0.0161	-0.0373	-0.0301
O	-0.0514	0.0041	0.1497
O	-0.0233	0.0118	-0.0695
O	-0.0413	-0.0449	-0.1071
O	-0.011	-0.0344	0.0231
O	0.017	0.0157	0.0561
N	0.1062	0.0579	0.1659
N	0.0309	-0.0887	0.2398
O	-0.002	0.0657	-0.0926
O	-0.0025	0.0154	-0.058
O	-0.0043	-0.0116	0.0784
O	0.002	0.0147	0.018
O	-0.0068	0.0306	0.058
O	0.0637	-0.0362	0.0934
O	0.0025	-0.0017	0.1839
O	-0.0352	0.0205	0.0126
O	0.139	0.038	0.17
N	0.02	0.0113	0.0981
O	0.0117	-0.0071	-0.0875
O	0.0512	-0.0293	0.0927
O	0.0438	-0.0033	-0.0695
O	0.0026	0.0428	-0.0822
O	-0.0312	0.024	-0.052
O	0.0122	-0.0001	0.084
O	-0.0354	0.0325	0.136
O	-0.0141	0.0084	-0.0459
O	0.0524	-0.0372	-0.1138
O	-0.0301	-0.0239	0.1418
O	0.0317	0.0556	-0.1009
O	0.026	-0.0047	0.1437
O	0.0106	0.0341	-0.0624
N	-0.2773	0	0.108
O	-0.0595	0.009	-0.0948
O	0.002	-0.0196	-0.0937
O	0.0294	0.0158	-0.097
O	0.012	-0.0182	0.1143
O	-0.0479	0.0271	-0.0429
O	-0.0014	-0.0673	-0.0953
O	-0.0053	-0.0376	-0.0898
O	-0.0201	-0.0313	0.1663
O	0.0376	0.038	0.2195
O	0.0024	-0.0072	0.0418
N	0.0479	-0.1026	0.0641
O	-0.0234	0.0002	0.1057
O	-0.0704	-0.0216	-0.0628
O	-0.0149	0.0265	-0.075
O	-0.0248	0.0302	-0.0493
O	0.003	0.0252	-0.0369
O	0.0222	-0.0044	-0.0594
O	-0.0423	-0.0373	-0.1064
O	0.0174	0.0392	-0.0678
O	-0.0359	-0.0067	-0.1427
O	-0.012	-0.0028	0.0517
O	0.0296	-0.0048	0.1296
O	-0.0081	0.024	-0.0305
O	0.0052	-0.0405	-0.0176
O	-0.0079	-0.0193	0.0885
O	-0.0131	-0.0322	0.0621
O	-0.0147	-0.0488	0.0754
O	-0.0482	-0.0723	0.0708
O	-0.0077	0.0597	0.0963
O	-0.0139	-0.0426	-0.1213
O	-0.0332	0.0351	-0.1262
O	0.0422	0.0069	-0.1382
O	-0.0077	-0.0247	-0.0502
O	-0.062	-0.0306	0.1071
O	-0.0427	-0.0277	0.0269
O	-0.0155	0.0215	0.031
O	0.0157	0.01	-0.0652
O	0.0231	-0.0114	-0.1275
O	-0.0155	0.0133	0.069
O	0.0038	0.0225	-0.0847
O	0.0392	0.0033	-0.0007
O	-0.023	0.0218	-0.1507
O	-0.0311	0.0161	-0.0779
O	0.005	0.0452	0.1542
O	0.0405	0.0338	-0.0526
O	0.0095	0.0027	-0.0071

The program warned: the cutoff lies below the one the program advises for these potential files; the forces do not sum to zero within the program's tolerance; empty levels may hold ghost states of the PAW files; the exchange-correlation potential is rough where the density is thin.
